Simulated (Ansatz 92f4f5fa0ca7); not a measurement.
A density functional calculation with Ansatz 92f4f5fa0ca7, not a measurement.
Periodic cell of 237 atoms, Si146O90P1, from a study of silicon, its oxide and their interface. The atomic structure is a simulated model.
Doubt: the cutoff is far below the 930 eV that the study's wrapper takes by default for these files, so forces and energies are approximate.
This geometry differs little from another in the collection (a relaxation step or a small displacement).

Settings
functional: PBE
potential files: Ansatz PAW
basis: plane waves
wave-function cutoff: 580 eV
density cutoff ratio: 5
exchange-correlation grid ratio: 1
k mesh: 1 x 1 x 1, Gamma-centred
self-consistency stop: 5e-08 eV per atom in the density residual
occupations: fixed
spin: none
net charge: +1 e, with a uniform compensating background and no finite-size correction

Cell vectors (angstrom)
a  11.6015  0  0
b  0  10.938  0
c  0  0  32.0622

Atoms: element, x, y, z (angstrom)
Si  -0.1847  -0.0541  23.2547
Si  3.6728  0.2143  23.0774
Si  7.5506  -0.1365  23.4525
Si  1.6979  1.3939  23.4137
Si  5.742  1.4124  23.1624
Si  9.4452  1.2251  23.3498
Si  0.15  5.3036  23.4455
Si  4.1191  5.3102  23.4063
Si  8.0421  5.5906  23.5909
Si  2.1445  6.6113  23.3439
P  5.9838  6.7498  23.5536
Si  10.0099  6.8916  23.5974
Si  1.9151  2.6765  25.3786
Si  5.842  2.6334  25.2427
Si  9.6391  2.6825  25.2508
Si  11.6034  4.0135  25.3832
Si  3.9218  3.9729  25.3357
Si  7.7381  4.0744  25.3747
Si  1.972  8.1568  25.1803
Si  5.7825  8.1784  25.3787
Si  9.7225  8.2668  25.4455
Si  11.644  9.5789  25.2505
Si  3.8641  9.5924  25.038
Si  7.707  9.5286  25.4128
Si  11.6551  -0.003  27.2022
Si  3.9139  -0.0622  27.1107
Si  7.762  -0.0227  27.3071
Si  1.9992  1.3153  27.276
Si  5.8357  1.3173  27.205
Si  9.6956  1.3342  27.204
Si  11.5964  5.4706  27.2377
Si  3.8471  5.4214  27.2252
Si  7.73  5.4596  27.2846
Si  1.9398  6.8271  27.1646
Si  5.7696  6.7779  27.2794
Si  9.6648  6.824  27.3049
Si  1.9513  2.7161  29.1869
Si  5.8009  2.7215  29.1303
Si  9.6835  2.7229  29.1434
Si  0.018  4.0913  29.1599
Si  3.8693  4.0885  29.1796
Si  7.7405  4.083  29.1975
Si  1.9434  8.1904  29.1155
Si  5.8009  8.1923  29.1817
Si  9.6801  8.1974  29.2247
Si  0.0127  9.5641  29.1453
Si  3.8761  9.5587  29.1061
Si  7.7417  9.547  29.2199
Si  0.0061  0.0005  31.0926
Si  3.8645  0.0059  31.0613
Si  7.7335  0.0109  31.1226
Si  1.9335  1.3703  31.1236
Si  5.7986  1.3697  31.0699
Si  9.673  1.3644  31.0922
Si  0.0151  5.4654  31.0931
Si  3.872  5.478  31.1044
Si  7.7465  5.4682  31.1284
Si  1.9408  6.8432  31.0692
Si  5.8088  6.8297  31.1128
Si  9.6851  6.828  31.1489
Si  1.9344  2.7541  0.992
Si  5.7988  2.7534  0.9316
Si  9.6699  2.738  0.9696
Si  -0.0079  4.11  0.9637
Si  3.8678  4.1196  0.9813
Si  7.7426  4.1118  1.0019
Si  1.9331  8.2187  0.9436
Si  5.7994  8.2308  0.9621
Si  9.6728  8.2238  1.01
Si  0.002  9.5928  0.9837
Si  3.8622  9.5927  0.9569
Si  7.7402  9.5816  0.99
Si  11.6126  0.0397  2.9224
Si  3.8587  0.0268  2.9127
Si  7.7429  0.0278  2.9065
Si  1.9379  1.4057  2.932
Si  5.8135  1.3706  2.8364
Si  9.6636  1.3898  2.9217
Si  11.5685  5.5089  2.8701
Si  3.8796  5.503  2.9137
Si  7.7399  5.5198  2.9247
Si  1.9163  6.8282  2.8584
Si  5.8114  6.8667  2.8855
Si  9.6632  6.9054  2.9767
Si  1.9151  2.8386  4.8267
Si  5.838  2.7292  4.7471
Si  9.5995  2.8029  4.8323
Si  11.5432  4.1384  4.7789
Si  3.9206  4.1035  4.8257
Si  7.7177  4.2107  4.8887
Si  1.8896  8.1536  4.8005
Si  5.8102  8.2653  4.786
Si  9.6636  8.3297  4.9144
Si  11.6354  9.6589  4.8874
Si  3.8198  9.4913  4.7873
Si  7.7228  9.6826  4.8912
Si  11.5965  0.2375  6.7789
Si  3.7524  -0.0486  6.6578
Si  7.7121  0.0609  6.9151
Si  2.0481  1.5093  6.764
Si  5.7117  1.279  6.626
Si  9.644  1.524  6.8303
Si  11.526  5.5036  6.698
Si  3.9827  5.4384  6.7939
Si  7.7393  5.6775  6.8351
Si  1.9752  6.646  6.6533
Si  5.8128  6.9809  6.7474
Si  9.7567  7.0449  6.9172
O  10.001  7.9734  8.3036
O  7.662  9.9385  8.2218
O  7.4035  4.744  8.1715
O  3.3669  10.3517  8.2043
O  2.0276  7.5576  8.0247
O  4.0028  4.5916  8.2471
O  9.7736  2.4553  8.2128
O  2.6154  2.3449  8.1208
O  11.387  4.5739  8.0627
O  5.3617  2.378  7.8145
O  5.8122  7.9912  8.0786
O  11.3087  10.3175  8.1533
O  11.2906  10.0885  21.7818
O  3.2128  10.7414  21.5067
O  5.7847  7.6705  22.2368
O  4.3383  4.5482  21.9517
O  7.6602  9.6268  22.2368
O  10.2957  7.6958  22.1869
O  1.657  2.4483  22.1315
O  5.9502  2.4541  21.8621
O  8.3301  4.7379  22.2188
O  -0.1033  4.4354  22.0344
O  2.332  7.3705  21.8951
O  9.1104  1.8834  21.8627
Si  1.913  7.7886  9.6101
Si  5.061  0.5819  17.6772
Si  2.4849  5.4125  14.0185
Si  10.545  3.8712  14.0283
Si  8.2755  2.3797  15.2494
Si  9.5771  2.2264  20.3406
Si  10.5089  3.6504  9.0712
Si  0.0346  2.3185  11.5595
Si  11.0221  8.1394  15.4019
Si  5.1634  6.9276  13.9966
Si  5.7558  2.6192  11.1174
Si  8.5728  7.6671  19.3938
Si  8.1418  4.8533  20.5963
Si  5.9264  9.5833  15.1899
Si  2.0744  7.6268  20.3059
Si  1.901  4.8847  18.7621
Si  4.4722  3.4361  18.0028
Si  8.5004  8.9317  16.8205
Si  0.8296  9.4857  13.3028
Si  9.9114  10.6546  11.7236
Si  5.3815  3.7189  20.974
Si  0.5674  5.5151  16.247
Si  10.7831  9.1536  9.1512
Si  6.5631  8.8365  21.3319
Si  7.1123  7.1148  11.4905
Si  2.6739  0.7367  12.2178
Si  10.8669  8.6933  21.0313
Si  6.0296  4.3197  15.6362
Si  7.0806  0.4858  12.9696
Si  4.0611  2.9847  8.5947
Si  0.8764  6.7492  11.9006
Si  6.5657  9.0543  9.0753
Si  0.6741  3.2857  21.145
Si  9.7906  6.5282  12.8938
Si  7.7215  4.5411  9.7566
Si  3.9639  10.0558  20.2131
Si  4.2603  3.0355  13.5258
Si  3.851  10.0151  9.7353
Si  8.068  0.7835  18.0201
O  11.4977  3.2466  12.8801
O  9.3468  4.4749  9.8829
O  8.8943  3.6245  19.8798
O  4.0979  -0.0775  18.8224
O  11.3012  4.5361  15.3012
O  9.8518  9.7956  10.3274
O  3.7721  1.5294  13.1356
O  0.6465  9.067  14.8709
O  6.4897  1.0097  18.3754
O  4.7037  3.1787  19.6125
O  6.2525  1.1816  11.7389
O  0.5461  8.6423  9.8713
O  5.6266  4.3112  17.2346
O  8.4385  7.2302  12.3996
O  4.4112  2.6388  10.1549
O  2.0585  5.6264  15.5778
O  3.3696  0.0659  10.9144
O  5.8827  7.2139  12.5554
O  2.2924  6.3495  19.3485
O  0.6205  4.9255  17.7669
O  8.4169  10.6955  12.3754
O  5.4705  10.0843  9.6899
O  0.5467  8.1572  20.1887
O  9.7527  2.6066  14.653
O  2  10.5966  13.2277
O  9.9555  9.1051  16.1422
O  6.1417  10.3425  13.7607
O  7.4394  1.5856  14.1139
O  1.6314  3.9414  20.0416
O  5.9067  5.7869  14.9264
O  7.354  8.9524  15.6837
O  1.5131  1.6796  11.6109
O  7.1836  8.2922  10.3666
O  4.3094  1.9739  17.2892
O  7.0392  3.167  10.2846
O  11.5456  7.0067  16.438
O  8.2579  10.1331  17.8621
O  3.2688  8.5374  10.1003
O  7.5762  3.8232  15.5404
O  3.1089  4.2856  17.8799
O  2.8987  3.8871  13.6869
O  1.341  8.2073  12.4507
O  1.2018  5.6833  13.0699
O  4.983  8.2962  14.8753
O  11.2033  2.3299  20.3721
O  10.9777  9.9896  12.7584
O  5.2966  3.574  12.3703
O  5.0721  3.1973  14.9258
O  6.52  4.7758  20.4453
O  8.4319  1.5474  16.6403
O  10.4139  1.2416  11.4554
O  10.8699  6.6327  11.6679
O  3.1887  8.6952  19.82
O  1.7106  6.4431  10.5243
O  7.1393  8.1095  20.0295
O  8.4651  7.5906  17.7723
O  3.6719  6.4279  13.6262
O  9.5491  4.9774  13.3434
O  5.4614  9.8793  20.8291
O  10.3102  7.3807  14.1641
O  8.8366  6.1728  19.9765
O  7.0815  5.7141  10.6705
O  5.2879  10.5462  16.3732
O  9.0611  1.1521  19.2538
O  11.5826  3.1559  10.1708
O  9.691  8.746  19.9073

Results
free energy: -144757.043 eV
free energy less fixed offsets of O -568.88, P -755.39, Si -635.61 eV per atom: -3.393 eV

Forces (eV/angstrom), in the order of the atoms: element, x, y, z
Si  -0.0001  0.0136  0.0129
Si  0.021  0.0111  0.0285
Si  0.0035  0.0125  0.0033
Si  0.0027  -0.0251  0.0144
Si  -0.0145  -0.022  0.0078
Si  0.004  -0.0197  0.0194
Si  0.0088  0.0001  0.035
Si  0.0105  0.0372  0.0574
Si  0.0329  0.0292  -0.0374
Si  0.0375  -0.0091  0.0241
P  -0.0952  -0.0785  0.2093
Si  -0.0216  -0.0067  0.0325
Si  -0.0077  0.0034  0.0033
Si  -0.0044  0.0028  0.0006
Si  0.0211  0.0095  -0.0146
Si  -0.0067  -0.0067  0.0016
Si  0.01  0.0009  -0.007
Si  -0.0208  -0.0024  0.0119
Si  0.0044  0.0055  -0.0003
Si  0.0035  -0.0299  0.0018
Si  0.0043  0.0046  -0.0045
Si  -0.0033  -0.0123  -0.0024
Si  -0.0121  -0.024  -0.0194
Si  0.0066  -0.0114  -0.0114
Si  0.0061  -0.0035  -0.0104
Si  0.0098  -0.0069  0.0047
Si  -0.0052  -0.0016  -0.0078
Si  -0.0022  0.0045  -0.0006
Si  0.0003  0.0111  0.0073
Si  -0.0066  0.0025  0.0148
Si  0.0011  0.0054  0.005
Si  -0.0044  0.005  0.0017
Si  -0.0004  0.0104  0.0027
Si  0.006  -0.0011  -0.0022
Si  -0.0034  0.0131  -0.0099
Si  0.0025  -0.0026  -0.0027
Si  0.0064  0.0014  0.0042
Si  -0.001  -0.0043  -0.0069
Si  0.0029  0.0023  0.0006
Si  0.0004  0.0012  -0.0031
Si  0.0013  -0.0056  -0.0083
Si  -0.0035  -0.0083  -0.0039
Si  0.0012  -0.0059  -0.0098
Si  -0.0036  -0.0116  0.0004
Si  -0.0012  -0.0026  -0.0025
Si  -0.0022  -0.0024  0.0053
Si  0.0044  0.0049  -0.0068
Si  0.0061  -0.0003  0.0093
Si  0.0003  0.0052  0.0026
Si  0.0001  0.0033  0.0013
Si  -0.0002  -0.0005  -0.0012
Si  0.0003  -0.003  -0.0073
Si  0.0025  0.001  -0.004
Si  -0.0004  -0.0048  -0.0017
Si  0.0008  -0.0019  -0.0005
Si  0.0019  0.0006  -0.0066
Si  0.0002  0.002  -0.0022
Si  -0.0003  -0.0005  0.0034
Si  0.0004  0.0091  -0.0002
Si  0.0016  -0.0001  0.0014
Si  0.0023  -0.0004  -0.0006
Si  -0.0023  -0.0039  -0.0067
Si  0.0017  0.0002  0.0002
Si  -0.0033  0.0027  -0.0015
Si  0.0003  0.0011  0.0033
Si  0.0029  0.0019  0.0041
Si  0  0.0001  -0.0001
Si  0.0025  -0.0036  0.0011
Si  -0.0026  0.0018  0.0057
Si  -0.0021  -0.0008  0.0002
Si  0.0008  0  0.0003
Si  0.0027  -0.0011  -0.003
Si  0.0006  -0.001  -0.0005
Si  -0.0004  -0.0025  -0.0017
Si  0.0015  -0.0013  0
Si  -0.001  0.0006  0.0011
Si  0.0002  0.0014  0.0024
Si  0.0003  0.0014  -0.0005
Si  -0.0002  0.0013  0.0015
Si  0.0007  0.0003  0.0001
Si  -0.0009  0.0006  -0.0001
Si  0.0005  -0.0008  -0.0003
Si  0.001  -0.0002  0.0003
Si  -0.0005  0.0008  -0.0016
Si  -0.0019  -0.0001  0.0037
Si  -0.0009  -0.0017  0.0034
Si  -0.0002  -0.0014  0.0032
Si  -0.0009  0.0025  0.002
Si  -0.0001  0.0008  0.0004
Si  -0.0006  0.0018  0
Si  0.0017  -0.0008  0.0001
Si  0.001  -0.0021  -0.0007
Si  -0.0007  -0.002  0.0007
Si  0.0014  0.0029  0.0038
Si  0.0009  0.0025  0.0046
Si  0.0004  0.0013  0.0036
Si  -0.0007  0.0051  -0.0096
Si  0.0016  0.0029  -0.016
Si  -0.0014  0.0054  -0.0095
Si  0.0002  -0.0018  -0.0102
Si  0.0032  -0.0005  -0.0081
Si  0.0021  -0.0021  -0.0141
Si  0.002  -0.0022  -0.0129
Si  0.0023  -0.0008  -0.0066
Si  0.003  0.0037  -0.0084
Si  -0.0013  -0.0004  -0.0125
Si  0.0001  -0.0001  -0.0109
Si  -0.0018  -0.0011  -0.008
O  0.0062  0.0128  0.0098
O  -0.0084  -0.017  0.0119
O  -0.001  -0.0079  0.02
O  -0.0019  -0.0111  0.0233
O  -0.0017  0.0097  0.0192
O  0.0005  -0.0095  0.0064
O  0.0044  0.0179  0.0126
O  0.0096  0.0082  0.0056
O  -0.0081  -0.0144  0.0142
O  -0.0092  0.0108  0.0069
O  0.0044  0.0133  0.0099
O  -0.0086  -0.0186  0.0154
O  -0.0037  -0.0171  -0.0186
O  -0.0112  -0.0099  -0.0311
O  0.0071  0.0677  -0.1196
O  0.0193  -0.0238  -0.0511
O  -0.0136  -0.0123  -0.0036
O  0.0108  0.0246  -0.0373
O  -0.0209  0.0299  -0.0229
O  -0.0037  0.0227  -0.0194
O  -0.014  -0.0217  -0.088
O  0.0052  -0.0275  -0.0226
O  -0.0037  0.0117  -0.0481
O  0.0084  0.014  -0.0404
Si  0.0017  0.005  -0.0107
Si  -0.0127  -0.0015  0.0139
Si  -0.0012  0.0015  0.0033
Si  0.0008  0.0033  -0.0006
Si  -0.0008  -0.0063  0.004
Si  -0.0157  0.034  0.026
Si  -0.003  -0.0018  -0.0158
Si  -0.0025  0.0086  -0.0019
Si  -0.0074  0.0007  0.0038
Si  0.0036  -0.0014  0.0007
Si  -0.0011  0.0076  -0.0044
Si  -0.0337  0.0064  0.0465
Si  -0.0169  -0.0317  0.0597
Si  0.0016  0.004  0.0088
Si  0.0118  0.0222  0.0252
Si  0.0106  0.0084  0.0192
Si  0.0009  0.002  0.0257
Si  -0.0021  -0.0034  0.0097
Si  -0.0014  0.0009  0.0013
Si  0.0013  -0.0043  -0.0039
Si  0.003  0.0161  0.0396
Si  -0.0008  0.002  0.0069
Si  -0.0013  0.0014  -0.0166
Si  0.0202  -0.0069  0.0214
Si  0.0004  0.0023  -0.0039
Si  0.0035  -0.0027  -0.0052
Si  0.0094  -0.0027  0.0245
Si  -0.0017  -0.0002  0.0087
Si  -0.0009  0.0016  0.0047
Si  -0.003  0.0003  -0.0119
Si  0.0013  0.0014  -0.0022
Si  0.0026  0.0034  -0.0139
Si  -0.0026  -0.0061  0.0192
Si  -0.0024  0.0035  0.0035
Si  0.0036  -0.0009  -0.0116
Si  0.0037  -0.0151  0.0286
Si  0.0046  0.0004  0.0018
Si  -0.0014  -0.0006  -0.0125
Si  -0.0014  -0.005  0.0038
O  -0.0032  0.0018  -0.0002
O  -0.0026  0.0023  0.001
O  0.0098  -0.0022  0.0238
O  0.0144  0.0158  -0.0262
O  -0.0061  -0.0036  -0.0013
O  -0.0045  0.0069  0.0093
O  -0.0008  0.0025  0.0008
O  0.0037  0.0019  0.0022
O  0.003  0.0019  -0.0029
O  -0.0034  0.0009  -0.0209
O  0.003  -0.004  0.0001
O  0.006  -0.0022  0.001
O  0.0029  0.0018  -0.0125
O  -0.0005  -0.0004  -0.0004
O  0.0068  -0.0017  0.0101
O  -0.0004  -0.0026  -0.005
O  -0.0067  0.0072  0.0064
O  -0.0015  -0.001  0.0001
O  -0.0063  -0.0236  -0.0132
O  -0.0103  0.0036  -0.0123
O  -0.0051  0.0032  0.001
O  -0.0045  0.0019  -0.0003
O  0.0031  -0.0023  -0.0021
O  -0.0078  0.0014  -0.0006
O  -0.0025  -0.0009  0.0015
O  0.0038  -0.0027  0.0014
O  0.0016  0.002  -0.0049
O  0.0006  -0.0022  0.0035
O  -0.0007  0.0046  -0.0121
O  -0.0019  0.0024  -0.0003
O  -0.0028  0.001  -0.0031
O  -0.0028  0.0006  -0.002
O  0.0018  -0.0082  0.0087
O  0.0014  -0.0061  0.0003
O  -0.004  -0.0034  0.0011
O  -0.0002  -0.0011  -0.0009
O  0.0011  0.0039  -0.0021
O  -0.0023  -0.0009  -0.0018
O  0.0003  -0.0041  0.0034
O  -0.0017  -0.0041  -0.0012
O  -0.0008  0.0026  -0.0015
O  -0.002  0.0018  0.0011
O  0.0007  0.0004  0.0014
O  -0.0013  -0.0024  0.0015
O  0.0008  0.0013  0.0034
O  0.0038  0.0006  0.0025
O  -0.0026  0.0008  0.0031
O  -0.0049  -0.0026  -0.0017
O  0.0322  -0.0266  0.0013
O  0.0023  0.0115  -0.0171
O  0.0001  0.0009  -0.0023
O  -0.0016  0.0006  -0.0021
O  -0.0056  0.0061  0.0043
O  -0.0036  -0.0038  0.0044
O  0.0687  -0.0219  -0.0675
O  0.0017  0.0048  -0.025
O  -0.0031  -0.0022  0.0025
O  0.0004  0.0016  0.0007
O  -0.042  0.0318  -0.0105
O  -0.0023  -0.0017  -0.0001
O  0.0037  0.0124  -0.0143
O  -0.0003  0.0087  0.005
O  0.0064  -0.0085  -0.01
O  -0.0048  -0.0038  -0.0037
O  0.0066  -0.0076  0.0096
O  -0.003  -0.0079  -0.0114

The program warned: the cutoff lies below the one the program advises for these potential files; the forces do not sum to zero within the program's tolerance; the exchange-correlation potential is rough where the density is thin.
